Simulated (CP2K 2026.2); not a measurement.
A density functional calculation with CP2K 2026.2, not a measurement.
Periodic cell of 504 atoms, Si360O144, from a study of silicon, its oxide and their interface. The atomic structure is a simulated model.
Doubt: the forces sum to 3.61 eV/angstrom along one axis rather than to zero, so they err by at least 0.0072 eV/angstrom per atom on average; the grid cutoff is modest.

Settings: functional PBE; method Gaussian and plane waves; basis set DZVP-MOLOPT-SR-GTH; pseudopotentials GTH-PBE; grid cutoff 350 Ry, relative cutoff 50 Ry; k points Gamma only; occupations fixed; spin none; net charge 0.

Cell vectors (angstrom)
a	16.32	0	0
b	0	16.32	0
c	-5.9115	3.3665	33.7339

Atoms and the computed forces on them: element, x, y, z (angstrom), force x, y, z (eV/angstrom)
Si	-4.784	18.457	33.725	0.207	-0.138	0.746
Si	3.836	1.53	0.058	0.188	-0.123	0.777
Si	1.751	3.842	0.057	-0.21	0.097	0.744
Si	3.929	7.207	0.07	0.215	-0.425	0.747
Si	1.585	9.313	0.177	-0.216	0.225	0.814
Si	4.247	11.998	0.151	-0.115	0.161	0.797
Si	6.984	14.73	0.192	-0.104	0.166	0.795
Si	3.734	4.585	33.635	-0.389	0.344	0.719
Si	6.666	4.088	0.075	0.098	-0.047	0.815
Si	3.857	9.858	33.665	-0.135	0.142	0.757
Si	6.526	9.863	0.139	0.12	-0.126	0.769
Si	9.203	12.537	0.158	0.179	-0.091	0.74
Si	11.911	15.311	0.029	0.274	-0.288	0.754
Si	15.216	0.973	0.08	-0.051	0.225	0.716
Si	11.96	4.255	0.016	0.202	-0.072	0.691
Si	8.898	10.43	33.703	0.083	-0.215	0.694
Si	6.697	12.686	33.569	-0.251	0.107	0.728
Si	14.938	12.28	0.272	0.252	-0.237	0.716
Si	2.672	16.279	1.338	-0.015	0.012	-0.052
Si	5.434	2.639	1.407	-0.057	0.025	-0.066
Si	2.863	5.462	1.316	0.014	0.04	-0.029
Si	5.461	8.254	1.464	0	0.005	-0.063
Si	2.726	10.866	1.501	0.005	-0.008	-0.07
Si	5.403	13.573	1.446	0.009	0	-0.042
Si	8.161	16.367	1.356	0.009	-0.008	-0.057
Si	10.775	2.744	1.326	0.008	-0.023	-0.009
Si	8.128	5.461	1.315	0.044	-0.009	-0.074
Si	10.927	8.176	1.137	0.025	-0.017	-0.063
Si	8.123	10.936	1.451	-0.008	0.014	-0.068
Si	10.868	13.655	1.35	0.036	-0.013	-0.084
Si	13.58	16.276	1.395	0.003	-0.031	-0.037
Si	0.059	2.676	1.266	-0.024	0.033	-0.061
Si	13.604	5.453	1.226	0.013	-0.029	-0.044
Si	-0.014	8.147	1.411	-0.002	0.011	-0.041
Si	13.613	10.776	1.412	-0.026	-0.022	-0.048
Si	0.074	13.596	1.476	-0.001	0.042	-0.029
Si	1.347	1.343	2.724	0.013	-0.01	0.034
Si	4.14	4.097	2.736	-0.013	-0.03	0.047
Si	1.387	6.736	2.687	0.002	0.002	0.016
Si	4.082	9.528	2.86	0.009	0.015	0.053
Si	1.399	12.247	2.825	-0.024	-0.028	0.023
Si	4.045	14.965	2.733	0.001	0.002	0.001
Si	6.797	1.326	2.758	0.018	0.008	0.013
Si	9.442	4.08	2.714	-0.006	0.012	0.036
Si	6.834	6.832	2.717	-0.025	-0.028	0.003
Si	9.564	9.494	2.611	0.013	-0.011	0.002
Si	6.77	12.253	2.839	-0.007	0.01	0.043
Si	9.527	15.006	2.741	-0.032	-0.009	0.042
Si	12.225	1.406	2.677	-0.004	0.022	0.007
Si	14.976	4.069	2.588	0.002	-0.001	0.002
Si	12.247	6.821	2.617	-0.024	0.012	0.009
Si	14.98	9.488	2.799	0.025	0.022	0.023
Si	12.22	12.221	2.668	0	0.017	0.025
Si	14.927	14.92	2.771	0.028	0.008	0.037
Si	-0.027	16.324	4.091	-0.005	-0.015	-0.012
Si	2.727	2.724	4.062	0.015	-0.002	-0.019
Si	-0.003	5.397	4.025	-0.016	-0.01	-0.003
Si	2.697	8.115	4.107	0.005	0.001	-0.014
Si	0.004	10.879	4.134	-0.011	-0.006	-0.009
Si	2.738	13.62	4.151	0.003	0.007	-0.007
Si	5.423	16.303	4.098	0	0	0.002
Si	8.135	2.716	4.105	0.016	0.004	-0.012
Si	5.484	5.454	4.091	0.002	-0.006	-0.006
Si	8.213	8.177	4.046	-0.007	0.023	0.016
Si	5.438	10.889	4.191	-0.007	0.011	0.009
Si	8.165	13.641	4.114	-0.006	0.003	-0.004
Si	10.899	16.354	4.078	0.012	-0.013	-0.016
Si	13.607	2.756	4.013	0.005	0.009	0.014
Si	10.874	5.459	4.007	-0.007	0.005	-0.022
Si	13.581	8.121	4.079	-0.005	-0.01	-0.014
Si	10.869	10.864	4.03	0.009	0.003	0.004
Si	13.574	13.546	4.089	0.003	-0.003	0.018
Si	1.351	14.947	16.312	-0.015	-0.006	-0.006
Si	4.079	17.669	16.257	-0.013	0.004	-0.012
Si	1.372	4.11	16.273	0.018	-0.004	-0.013
Si	4.094	6.808	16.292	0.014	0.004	-0.011
Si	1.346	9.545	16.367	0.017	-0.003	0.007
Si	4.081	12.225	16.357	-0.018	0.005	-0.001
Si	6.779	14.921	16.298	-0.006	-0.001	-0.009
Si	9.542	17.687	16.291	-0.001	-0.005	-0.008
Si	6.818	4.107	16.274	-0.003	-0.003	-0.01
Si	9.54	6.824	16.333	0.012	-0.009	-0.001
Si	6.797	9.52	16.344	0.005	-0.001	-0.006
Si	9.524	12.213	16.341	0.001	0.01	-0.012
Si	12.202	14.936	16.314	-0.017	0.012	-0.007
Si	-1.372	17.649	16.278	0.004	-0.001	-0.01
Si	12.221	4.096	16.298	0.008	-0.001	-0.008
Si	-1.353	6.848	16.337	0.008	0.005	-0.008
Si	12.253	9.533	16.363	0	0.007	-0.009
Si	-1.345	12.222	16.363	-0.01	0.01	0.001
Si	2.76	16.285	17.629	0.011	0.018	0.001
Si	5.4	2.77	17.569	-0.005	-0.009	0.007
Si	2.709	5.49	17.647	-0.003	-0.02	0.007
Si	5.462	8.117	17.682	-0.008	0.008	0.005
Si	2.709	10.895	17.743	0.005	0.005	0.031
Si	5.457	13.564	17.725	0.035	0.013	-0.003
Si	8.165	16.296	17.581	0.008	-0.001	0.006
Si	10.878	2.739	17.68	-0.006	0.004	0.009
Si	8.203	5.424	17.663	-0.01	-0.011	0.005
Si	10.875	8.197	17.726	0.005	-0.01	0.02
Si	8.142	10.887	17.716	0	0	-0.012
Si	10.888	13.551	17.712	-0.002	0.003	0.022
Si	-2.78	16.325	17.639	0.011	-0.003	-0.015
Si	0.035	2.691	17.565	-0.005	0.001	0.004
Si	-2.749	5.48	17.63	-0.013	-0.004	0.009
Si	-0.019	8.209	17.754	-0.028	-0.008	-0.004
Si	-2.69	10.863	17.753	0.001	0.007	-0.004
Si	0.007	13.604	17.711	0.014	-0.001	0.015
Si	1.432	17.694	18.928	0.001	0.019	-0.021
Si	4.064	4.121	18.973	-0.006	0.006	-0.021
Si	1.355	6.821	19.054	0.034	-0.006	-0.011
Si	4.071	9.444	19.03	-0.017	0.005	-0.035
Si	1.397	12.317	19.14	0.017	0.004	-0.032
Si	4.102	14.951	19.047	-0.042	0.003	-0.012
Si	6.811	17.738	18.822	0.019	0.01	-0.044
Si	9.561	4.11	19.076	0.001	0.008	-0.012
Si	6.852	6.749	19.03	-0.005	0.001	-0.023
Si	9.481	9.548	19.097	0.007	-0.017	-0.011
Si	6.797	12.204	19.138	-0.01	-0.005	-0.001
Si	9.437	14.895	18.983	-0.018	-0.011	-0.035
Si	12.205	17.676	19.033	0.009	-0.01	-0.013
Si	-1.379	4.03	18.844	-0.008	-0.001	-0.049
Si	12.268	6.85	19.064	0.014	-0.018	-0.007
Si	-1.347	9.552	19.203	0.018	0.007	0
Si	12.282	12.215	19.119	-0.015	0.033	-0.006
Si	-1.447	14.962	18.982	-0.013	-0.009	-0.015
Si	-0.029	16.37	20.166	0.013	0.004	0.029
Si	2.733	2.759	20.34	-0.026	-0.012	0.045
Si	-0.044	5.346	20.208	-0.014	-0.008	0.042
Si	2.706	8.146	20.472	-0.008	0.018	0.049
Si	0.029	10.972	20.543	0.007	0.009	0.051
Si	2.816	13.662	20.552	0.006	-0.03	0.047
Si	5.497	16.426	20.197	0.013	0.004	0.045
Si	8.103	2.712	20.268	0	-0.004	0.065
Si	5.465	5.4	20.363	-0.004	-0.017	0.041
Si	8.176	8.097	20.437	0.018	-0.001	0.055
Si	5.446	10.74	20.419	-0.014	-0.017	0.054
Si	8.115	13.612	20.51	0.009	0.01	0.061
Si	10.777	16.279	20.289	0.008	-0.003	0.04
Si	-2.692	2.745	20.293	-0.005	-0.005	0.055
Si	10.923	5.495	20.451	0.004	-0.009	0.043
Si	-2.719	8.158	20.55	-0.007	-0.012	0.056
Si	10.851	10.899	20.472	-0.003	0.012	0.04
Si	-2.702	13.627	20.494	-0.004	0.003	0.027
Si	1.126	14.972	21.591	0.331	0.047	-0.634
Si	4.403	17.965	21.544	-0.167	0.024	-0.752
Si	1.076	3.855	21.605	0.223	0.046	-0.729
Si	4.279	6.897	21.704	-0.211	-0.135	-0.767
Si	1.645	9.811	21.794	-0.089	-0.091	-0.776
Si	3.965	11.925	21.769	-0.02	0.196	-0.704
Si	6.906	15.308	21.656	0.013	-0.212	-0.665
Si	9.164	17.407	21.542	0.073	0.051	-0.768
Si	6.612	3.831	21.691	0.142	0.164	-0.726
Si	9.759	7.031	21.828	-0.106	-0.207	-0.744
Si	6.528	9.094	21.763	0.095	0.225	-0.782
Si	9.77	12.514	21.819	-0.217	-0.103	-0.719
Si	11.928	14.791	21.653	0.208	0.058	-0.728
Si	-1.084	17.93	21.549	-0.11	-0.111	-0.785
Si	-3.755	4.324	21.648	-0.151	-0.05	-0.761
Si	-1.494	6.435	21.644	-0.043	0.235	-0.684
Si	11.942	9.32	21.82	0.178	0.081	-0.684
Si	-1.027	12.638	21.884	-0.308	-0.333	-0.7
Si	8.492	12.236	24.619	0.056	0.017	-0.015
Si	-3.482	16.558	31.545	-0.067	0.032	0.169
Si	-2.98	9.458	24.419	-0.077	0.113	0.05
Si	10.273	4.29	28.597	0.033	-0.027	0.051
Si	4.326	8.673	26.005	0.119	-0.071	-0.006
Si	-3.466	3.573	27.529	-0.007	0.011	-0.045
Si	3.495	15.238	30.929	-0.027	0.003	0.07
Si	8.064	6.284	31.953	-0.049	-0.041	0.064
Si	5.045	6.336	27.747	-0.135	0.058	0.05
Si	-1.55	7.936	29.056	0.073	0.04	-0.078
Si	-0.2	8.162	23.754	0.102	-0.025	-0.06
Si	-2.512	16.114	23.697	-0.06	-0.015	-0.194
Si	10.683	2.878	23.688	-0.008	0.118	-0.172
Si	8.555	8.793	26.96	-0.014	0.029	0.128
Si	-0.49	9.209	31.694	0.097	0.115	0.069
Si	6.936	9.596	24.781	-0.029	0.02	-0.141
Si	-1.312	13.439	24.643	-0.144	-0.164	0.018
Si	7.684	18.132	27.227	0.1	0.044	0.026
Si	-1.801	18.193	29.431	0.059	-0.104	0.103
Si	1.789	7.385	25.804	-0.037	-0.04	0.006
Si	4.951	17.074	26.94	-0.083	0.05	-0.052
Si	10.201	8.386	31.9	0.017	0.1	-0.011
Si	0.296	16.489	28.124	0.022	-0.041	-0.059
Si	8.73	7.683	29.649	0.056	0.052	0
Si	3.7	14.611	25.798	-0.01	0.028	-0.081
Si	9.156	18.139	29.725	-0.03	-0.031	-0.055
Si	-2.626	10.125	27.253	0.092	-0.08	-0.079
Si	0.88	14.05	26.524	-0.053	0.188	0.019
Si	2.718	4.08	28.1	0.183	-0.013	0.005
Si	2.424	10.236	30.889	0.004	0.021	0.087
Si	4.57	9.108	28.914	0.107	-0.1	0.065
Si	1.191	6.426	28.663	0.003	0.074	0.109
Si	10.175	13.512	27.008	0.127	0.036	-0.039
Si	1.957	5.719	31.492	0.06	-0.032	0.039
Si	8.632	12.935	29.621	0.071	0.056	0.142
Si	-3.875	17.769	25.802	-0.028	0.015	-0.114
Si	1.351	12.956	30.916	0.02	0.086	0.12
Si	-0.288	3.492	31.661	-0.017	0.038	0.159
Si	2.787	5.159	23.893	0.022	0.028	-0.112
Si	7.354	10.183	29.34	0.017	0.066	-0.027
Si	11.478	8.493	26.481	0.058	0.03	-0.066
Si	10.22	16.651	27.442	-0.09	0.016	0.023
Si	2.555	16.684	23.718	-0.124	0.13	-0.111
Si	-0.609	13.895	28.999	-0.118	-0.041	0.024
Si	-2.94	13.047	27.379	-0.063	0.12	-0.06
Si	3.19	2.617	25.369	-0.011	0.005	-0.038
Si	5.75	13.54	23.834	-0.04	0.021	-0.178
Si	6.303	14.403	30.86	0.006	-0.109	0.192
Si	3.029	17.74	29.168	-0.066	-0.079	0.107
Si	7.491	17.12	31.983	-0.035	-0.029	-0.09
Si	7.661	4.802	26.865	0.009	-0.142	-0.057
Si	-3.985	6.243	28.256	0.046	-0.033	0.067
Si	8.496	5.084	23.953	-0.003	-0.046	-0.235
Si	10.691	14.336	31.638	0.01	0.073	0.095
Si	1.34	14.976	5.463	-0.002	0.01	0.013
Si	4.077	1.371	5.44	-0.012	-0.003	0.009
Si	1.35	4.063	5.422	0.002	0.012	0.001
Si	4.089	6.782	5.449	-0.004	-0.003	0.015
Si	1.357	9.496	5.465	0.015	0.008	0.012
Si	4.081	12.257	5.515	0.011	-0.001	0.017
Si	6.792	14.969	5.473	-0.007	-0.009	0.009
Si	9.526	1.37	5.443	-0.012	-0.002	0.007
Si	6.805	4.086	5.467	0.002	0.002	0.01
Si	9.539	6.802	5.414	0.009	-0.007	0.009
Si	6.841	9.507	5.453	-0.001	-0.008	0.01
Si	9.524	12.23	5.421	0.002	0.01	0.003
Si	12.237	14.957	5.426	-0.004	0.004	0.011
Si	14.938	1.385	5.417	-0.014	0	0.002
Si	12.242	4.105	5.383	0.006	-0.006	0
Si	14.961	6.762	5.41	0.016	-0.003	0.003
Si	12.232	9.516	5.415	-0.013	0	0.008
Si	14.945	12.227	5.47	0.003	0.009	0.008
Si	2.715	16.333	6.808	0.004	0	-0.003
Si	5.434	2.723	6.812	0	0.005	-0.003
Si	2.713	5.424	6.792	0.003	-0.01	-0.001
Si	5.456	8.15	6.798	0.006	0.001	-0.003
Si	2.711	10.868	6.826	-0.003	0.006	0.001
Si	5.45	13.612	6.848	-0.004	0.006	0.006
Si	8.162	16.334	6.81	0.001	0	0
Si	10.895	2.741	6.774	-0.004	0.008	0.001
Si	8.18	5.45	6.796	0.006	-0.009	0.001
Si	10.883	8.161	6.789	-0.002	0.004	0
Si	8.178	10.882	6.809	-0.008	0.001	-0.003
Si	10.879	13.594	6.788	0.007	-0.001	-0.004
Si	13.595	16.325	6.782	0.007	-0.004	0
Si	-0.009	2.718	6.793	-0.003	0.002	-0.008
Si	13.597	5.43	6.784	-0.001	0.001	-0.005
Si	-0.018	8.134	6.793	-0.008	0.001	0.002
Si	13.583	10.861	6.805	0.015	-0.003	0.003
Si	-0.012	13.603	6.813	-0.003	-0.006	0.005
Si	1.351	1.367	8.164	-0.002	-0.004	0.001
Si	4.069	4.077	8.167	-0.006	-0.007	0
Si	1.357	6.79	8.154	0.006	-0.002	-0.009
Si	4.093	9.513	8.162	0.006	0.004	-0.007
Si	1.348	12.236	8.17	-0.004	-0.001	-0.003
Si	4.072	14.973	8.177	0.007	0.003	-0.005
Si	6.801	1.367	8.169	0.001	0.006	-0.001
Si	9.537	4.087	8.151	0.006	0.007	0
Si	6.81	6.796	8.162	-0.002	-0.006	-0.003
Si	9.531	9.518	8.163	0.001	0.002	-0.003
Si	6.815	12.235	8.176	-0.006	0.004	-0.002
Si	9.519	14.954	8.155	-0.011	-0.006	-0.007
Si	12.238	1.366	8.143	0.001	-0.001	-0.011
Si	-1.366	4.077	8.154	0	-0.007	-0.001
Si	12.247	6.801	8.146	0.008	0.004	0.002
Si	-1.369	9.502	8.156	-0.005	-0.004	0.002
Si	12.235	12.238	8.158	-0.001	0.001	-0.006
Si	-1.37	14.971	8.16	0.006	0.01	-0.003
Si	-0.005	16.321	9.522	0.004	0.001	-0.001
Si	2.711	2.722	9.53	0.002	0.001	-0.002
Si	-0.005	5.437	9.517	-0.001	0.005	-0.001
Si	2.72	8.154	9.513	-0.002	-0.002	-0.002
Si	-0.011	10.87	9.517	-0.003	0.001	-0.006
Si	2.714	13.598	9.525	0.003	0.006	-0.004
Si	5.44	16.324	9.529	-0.01	0	-0.006
Si	8.17	2.729	9.513	-0.002	0.002	-0.004
Si	5.44	5.439	9.517	-0.002	-0.004	-0.003
Si	8.164	8.162	9.52	-0.008	0.002	0.001
Si	5.445	10.876	9.524	0.008	0	0
Si	8.17	13.597	9.53	0.002	0	-0.001
Si	10.882	16.321	9.506	0.004	0.006	-0.005
Si	13.598	2.717	9.515	0.003	-0.011	0
Si	10.89	5.445	9.513	-0.006	-0.004	-0.005
Si	13.597	8.154	9.523	-0.001	0.001	0.002
Si	10.883	10.879	9.525	0.001	0	0.004
Si	13.596	13.6	9.516	0.005	0.005	-0.001
Si	1.351	14.955	10.881	-0.006	0.008	0
Si	4.076	1.359	10.884	0.004	-0.001	0.001
Si	1.354	4.087	10.886	-0.002	-0.005	0.002
Si	4.082	6.803	10.878	0.005	-0.003	0.001
Si	1.36	9.518	10.873	-0.001	0.007	-0.001
Si	4.08	12.236	10.879	-0.001	-0.001	-0.001
Si	6.798	14.953	10.881	-0.003	0.007	-0.003
Si	9.525	1.36	10.87	-0.009	-0.007	-0.002
Si	6.805	4.083	10.873	0.001	-0.001	-0.002
Si	9.529	6.804	10.874	0.008	-0.004	0
Si	6.805	9.52	10.883	-0.008	0	0.001
Si	9.526	12.236	10.891	-0.004	0.004	0.003
Si	12.236	14.959	10.875	-0.002	0.001	-0.001
Si	-1.364	1.36	10.88	-0.001	0.001	-0.001
Si	12.244	4.083	10.875	0.003	0.005	-0.003
Si	-1.359	6.8	10.881	0.004	-0.001	-0.001
Si	12.242	9.52	10.883	0.007	0.002	0.004
Si	-1.366	12.234	10.875	0.005	-0.003	-0.001
Si	2.713	16.314	12.237	0.003	-0.007	0.001
Si	5.448	2.718	12.229	-0.006	-0.002	-0.002
Si	2.719	5.451	12.241	0	0.002	0.006
Si	5.436	8.17	12.24	0.007	0.005	0.004
Si	2.717	10.878	12.238	0	0.002	0.004
Si	5.442	13.588	12.242	0	0.006	0.005
Si	8.165	16.314	12.226	-0.005	0	-0.002
Si	10.882	2.722	12.231	0.005	0.001	0.002
Si	8.161	5.45	12.228	-0.009	-0.005	-0.002
Si	10.883	8.162	12.243	-0.008	0	0
Si	8.165	10.874	12.248	-0.002	0	0.004
Si	10.887	13.597	12.248	0.004	0.007	0.007
Si	13.601	16.311	12.236	0.009	0.008	-0.001
Si	-0.011	2.728	12.24	0.002	-0.003	-0.001
Si	13.599	5.446	12.24	0.005	-0.003	0
Si	-0.001	8.168	12.239	-0.002	-0.005	-0.001
Si	13.598	10.882	12.244	-0.002	0.003	0.001
Si	-0.002	13.585	12.24	-0.004	-0.003	0.002
Si	1.346	1.357	13.586	-0.009	0.015	0
Si	4.091	4.083	13.579	0.016	-0.014	0.003
Si	1.365	6.823	13.603	-0.004	0.004	0.003
Si	4.074	9.527	13.607	-0.008	0.006	0
Si	1.361	12.231	13.607	0.004	0.001	0.002
Si	4.068	14.943	13.592	-0.003	0.006	0.002
Si	6.808	17.67	13.584	0.007	-0.007	-0.002
Si	9.519	4.089	13.583	-0.007	0.003	0.005
Si	6.813	6.822	13.588	-0.01	-0.001	0.003
Si	9.53	9.519	13.611	0.009	-0.012	0.005
Si	6.799	12.225	13.608	0.004	0.006	0.007
Si	9.513	14.953	13.596	-0.011	0.007	-0.001
Si	12.246	1.36	13.586	0.004	-0.01	0.005
Si	-1.362	4.097	13.605	-0.005	-0.002	0
Si	12.247	6.81	13.604	0.005	-0.002	-0.001
Si	-1.36	9.529	13.604	0	0.001	-0.003
Si	12.244	12.237	13.615	0.002	0.003	0.008
Si	-1.371	14.933	13.596	0.008	-0.002	0.001
Si	-0.006	16.294	14.935	0	-0.001	-0.009
Si	2.716	2.725	14.922	0.002	-0.006	-0.001
Si	-0.007	5.478	14.956	0.001	0.004	-0.002
Si	2.71	8.188	14.982	0.005	-0.003	0
Si	-0.002	10.879	14.974	-0.006	0.002	0
Si	2.725	13.582	14.974	-0.003	0.005	0.002
Si	5.444	16.299	14.927	-0.005	-0.003	-0.003
Si	8.166	2.719	14.936	-0.002	-0.006	0
Si	5.451	5.458	14.925	-0.006	-0.004	-0.006
Si	8.166	8.171	14.975	-0.006	0.006	0
Si	5.434	10.874	14.978	0.004	-0.005	0.003
Si	8.169	13.576	14.963	0.007	0.009	0.005
Si	10.884	16.315	14.936	0.001	0.003	-0.007
Si	13.595	2.727	14.951	0.001	0.002	-0.001
Si	10.869	5.456	14.946	-0.003	-0.006	-0.006
Si	13.598	8.182	14.971	0.001	-0.003	0.005
Si	10.891	10.871	14.978	-0.004	0.001	-0.001
Si	13.605	13.582	14.991	0.004	-0.006	0
O	-1.749	17.241	22.853	0.031	0.123	0.336
O	3.22	10.415	32.282	-0.008	0.474	-0.06
O	8.972	4.805	27.811	0.056	0.429	0.314
O	4.873	13.712	25.172	0.011	-0.206	0.307
O	7.818	11.548	33.168	-0.142	0.023	-0.577
O	10.883	13.658	22.212	0.121	0.093	0.276
O	11.227	3.502	27.543	-0.201	-0.168	-0.259
O	8.474	4.83	32.487	-0.103	-0.184	-0.496
O	-1.296	10.455	32.319	-0.183	0.35	-0.628
O	5.923	14.854	22.893	-0.257	0.351	0.144
O	-2.628	5.384	22.21	0.077	-0.139	0.351
O	-1.489	12.327	23.449	-0.056	-0.434	0.29
O	2.039	6.522	30.07	0.297	0.283	0.025
O	9.74	9.856	32.407	0.033	0.312	-0.546
O	-4.662	7.997	32.446	0.229	0.267	-0.169
O	-3.785	10.09	23.158	-0.084	0.53	0.114
O	4.895	3.488	33.433	0.053	0.074	-0.333
O	0.469	15.635	26.732	0.069	0.366	-0.427
O	6.609	6.766	32.46	-0.15	-0.228	-0.308
O	-1.557	14.862	23.938	0.269	0.298	0.044
O	7.316	13.872	29.719	-0.248	0.088	-0.564
O	0.159	13.752	22.081	0.012	0.044	0.392
O	-3.113	6.057	33.287	-0.024	-0.158	-0.179
O	-0.426	8.196	32.959	-0.445	0.11	0.27
O	-3.855	15.63	22.941	-0.2	0.307	0.244
O	3.743	6.153	23.055	0.167	-0.049	0.325
O	6.293	13.421	32.163	-0.358	-0.12	-0.283
O	1.687	6.786	32.665	0.243	0.166	-0.17
O	-2.401	15.907	32.55	0.287	0.132	-0.211
O	0.015	2.702	22.088	0.22	0.1	0.515
O	0.411	18.704	32.583	-0.008	-0.038	-0.514
O	-4.577	15.443	31.083	-0.143	-0.093	-0.447
O	1.387	16.038	22.816	-0.401	0.291	0.18
O	-3.218	11.572	33.507	-0.209	0.055	-0.552
O	-2.463	10.38	25.649	0.475	0.428	-0.25
O	3.782	17.164	22.802	0.224	-0.317	0.169
O	7.805	18.299	28.84	-0.66	0.036	0.252
O	10.056	16.976	29.029	0.221	-0.185	0.163
O	0.264	13.25	27.786	0.078	-0.695	-0.028
O	-4.222	17.767	32.352	-0.081	0.127	-0.242
O	5.382	8.003	22.187	-0.064	-0.147	0.233
O	1.258	12.642	32.501	0.363	-0.293	-0.131
O	-2.98	7.182	29.082	-0.15	-0.144	0.549
O	-4.103	9.521	27.485	-0.443	0.342	0.569
O	2.793	10.887	22.31	0.07	0.11	0.488
O	-0.344	6.886	28.835	-0.217	-0.445	0.056
O	11.482	7.037	27.144	-0.472	-0.164	-0.007
O	9.246	11.876	23.227	0.135	-0.475	0.156
O	-4.585	17.018	27.041	0.402	-0.238	0.477
O	4.811	14.568	30.247	-0.035	-0.089	-0.394
O	7.943	10.02	27.83	0.205	0.2	-0.283
O	9.094	6.385	23.179	0.129	0.3	0.542
O	2.136	11.699	30.262	0.294	0.018	-0.443
O	-1.65	8.834	23.798	0.065	0.045	-0.443
O	-4.552	13.235	27.263	0.066	0.104	-0.081
O	6.553	17.04	26.9	0.224	-0.376	-0.151
O	4.406	17.671	28.325	0.255	0.387	0.314
O	10.832	8.19	22.292	-0.11	-0.074	0.205
O	-0.167	13.075	30.322	-0.371	-0.33	0.34
O	0.898	9.136	23.079	-0.026	-0.085	0.502
O	6.468	5.581	27.628	0.093	-0.173	0.409
O	7.325	4.44	23.029	0.022	-0.131	0.227
O	8.069	16.352	22.178	0.178	-0.161	0.461
O	2.479	13.805	26.479	0.328	-0.695	0.301
O	4.796	7.143	26.35	0.295	-0.356	-0.4
O	9.256	12.837	28.147	-0.107	-0.323	0.063
O	10.401	19.558	33.292	-0.069	0.032	-0.134
O	7.928	16.743	33.49	-0.485	0.516	0.318
O	4.373	15.578	26.882	0.149	-0.102	0.677
O	-2.874	2.919	28.865	-0.11	0.137	0.271
O	1.309	4.872	28.234	-0.392	-0.444	0.049
O	5.735	10.163	29.353	-0.162	0.257	0.078
O	9.593	12.892	25.618	0.366	0.095	-0.084
O	3.271	4.967	32.094	0.368	-0.011	-0.459
O	4.18	9.487	27.392	-0.106	0.485	0.003
O	-4.814	13.237	32.473	-0.058	-0.103	-0.398
O	1.61	4.614	22.938	-0.424	-0.056	0.28
O	-4.012	8.398	25.094	-0.112	-0.588	-0.17
O	3.301	9.337	29.88	-0.237	-0.197	-0.2
O	9.133	7.349	32.557	0.059	-0.135	0.521
O	7.562	8.436	25.736	-0.091	-0.635	-0.256
O	-1.525	4.176	32.44	-0.215	-0.098	-0.158
O	9.827	13.544	30.532	0.173	-0.12	-0.165
O	9.991	9.064	26.279	0.059	0.458	-0.231
O	-0.523	14.304	33.39	0.209	-0.078	-0.319
O	8.732	7.587	28.043	0.093	-0.578	-0.174
O	-2.559	11.569	27.928	0.126	-0.153	0.46
O	3.84	15.244	32.51	0.225	-0.42	-0.098
O	7.746	10.932	25.228	-0.157	-0.022	0.249
O	-2.98	2.718	26.261	0.511	0.034	-0.442
O	6.826	15.869	31.256	0.1	0.133	0.01
O	10.162	8.156	30.289	0.553	-0.068	-0.502
O	1.718	17.193	28.388	0.107	0.123	-0.074
O	0.996	9.526	31.168	0.038	-0.232	-0.089
O	7.929	5.48	25.414	-0.055	0.596	0.045
O	-0.46	6.846	22.85	0.558	-0.121	0.2
O	3.61	3.868	24.432	0.619	0.104	0.105
O	2.167	16.995	33.422	-0.112	0.129	-0.553
O	8.785	17.668	31.207	0.597	-0.16	0.189
O	-0.928	17.555	28.206	-0.223	0.144	-0.511
O	3.931	5.176	28.041	0.068	0.032	0.062
O	5.033	7.523	28.892	0.254	-0.155	0.559
O	2.169	5.947	25.16	-0.19	-0.313	0.212
O	4.967	8.731	33.209	0.074	0.166	-0.186
O	5.491	2.721	22.146	-0.175	-0.005	0.488
O	7.278	3.241	26.592	-0.425	-0.027	-0.571
O	9.857	18.195	22.761	0.118	-0.254	0.349
O	9.104	17.567	26.681	0.056	0.001	-0.629
O	7.729	8.846	30.163	-0.392	0.032	0.569
O	-3.07	5.135	27.493	0.599	0.09	-0.306
O	11.273	18.284	24.849	-0.182	-0.088	0.356
O	2.201	14.309	30.639	-0.187	0.105	-0.5
O	-0.094	15.406	29.264	-0.263	0.291	0.599
O	-0.781	19.033	30.355	0.135	-0.152	-0.166
O	-2.903	16.706	25.124	0.47	-0.209	0.542
O	2.837	3.034	29.36	0.115	0.046	0.337
O	9.687	4.025	24.21	0.304	0.12	0.302
O	11.203	5.501	29.177	-0.043	0.128	0.556
O	5.336	9.501	25.046	-0.397	0.121	-0.248
O	7.199	9.5	23.193	0.422	0.189	0.123
O	9.895	3.257	29.782	0.341	0.109	0.401
O	0.214	13.448	25.184	0.417	-0.157	-0.306
O	-2.173	13.954	28.512	-0.466	0.563	0.176
O	9.638	15.046	32.624	0.017	0.197	-0.098
O	2.107	17.968	24.617	-0.527	0.113	0.136
O	3.06	15.472	24.617	0.198	-0.312	0
O	2.61	3.208	26.746	-0.227	-0.311	-0.018
O	-2.65	17.102	30.277	-0.217	-0.069	-0.267
O	8.069	11.46	30.013	0.184	-0.043	0.507
O	7.27	13.227	24.264	0.201	0.264	0.257
O	3.224	16.771	30.452	0.123	0.312	0.24
O	2.863	8.508	25.33	-0.074	0.325	-0.534
O	-1.364	8.613	30.496	-0.305	0.028	0.165
O	0.756	4.662	31.306	-0.206	-0.056	-0.49
O	11.929	3.566	22.934	0.392	-0.116	0.391
O	9.949	15.109	27.071	0.008	0.116	-0.139
O	1.802	7.307	27.431	0.414	0.486	0.038
O	4.467	18.002	25.703	0.454	0.093	-0.283
O	6.407	18.277	32.226	-0.022	0.05	-0.637
O	4.952	12.404	22.988	0.284	-0.164	0.378
O	8.219	6.31	30.337	-0.316	-0.432	-0.359
O	0.328	7.792	25.235	-0.185	-0.041	0.21
O	-2.334	13.279	25.889	-0.093	0.265	-0.066
O	-1.557	9.083	27.892	0.26	-0.014	-0.035

Results
total energy: -101655.537 eV
total energy less fixed offsets of O -438.35, Si -107.03 eV per atom: -2.337 eV
